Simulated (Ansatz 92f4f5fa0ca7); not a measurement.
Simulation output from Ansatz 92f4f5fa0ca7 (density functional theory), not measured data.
Periodic cell of 223 atoms, Si132O90As1, from a study of silicon, its oxide and their interface. The atomic structure is a simulated model.
Doubt: the cutoff is far below the 930 eV that the study's wrapper takes by default for these files, so forces and energies are approximate.

Settings
functional: PBE
potential files: Ansatz PAW
basis: plane waves
wave-function cutoff: 580 eV
density cutoff ratio: 5
exchange-correlation grid ratio: 1
k mesh: 1 x 1 x 1, Gamma-centred
self-consistency stop: 5e-08 eV per atom in the density residual
occupations: fixed
spin: none
net charge: +1 e, with a uniform compensating background and no finite-size correction

Cell vectors (angstrom)
a 10.938 0 0
b 0 10.938 0
c 0 0 32.1988

Atoms: element, x, y, z (angstrom)
Si 10.5816 0.2292 24.8561
Si 5.7316 10.6812 24.7387
Si 2.4711 2.9199 24.6348
Si 8.4228 2.4619 24.8177
Si 0.2664 5.168 24.75
Si 5.1499 5.7512 24.6868
Si 2.9299 8.0094 24.5891
Si 7.9312 8.4424 24.7277
Si 1.3224 1.3857 26.0303
Si 6.8407 1.3121 26.1115
Si 4.0391 4.1064 25.9806
Si 9.6004 4.0594 26.0777
Si 1.3903 6.8298 25.9899
Si 6.7636 6.8558 26.0198
Si 4.0955 9.5372 25.9915
Si 9.4606 9.5736 26.1382
Si 2.7232 -0.0034 27.339
Si 8.1553 -0.0171 27.5497
Si 0.0068 2.7222 27.4811
Si 5.4363 2.7475 27.3581
Si 2.7241 5.4708 27.4208
Si 8.1804 5.475 27.3476
Si -0.0109 8.1866 27.3661
Si 5.436 8.2038 27.4404
Si 4.0754 1.3682 28.7291
Si 9.5772 1.3575 28.8496
Si 1.3652 4.1173 28.8151
Si 6.8223 4.1074 28.7265
Si 4.0947 6.8207 28.8013
Si 9.5514 6.8248 28.7359
Si 1.3645 9.5681 28.7225
Si 6.7749 9.5455 28.8648
Si 0.0183 -0.0246 30.1565
Si 5.4224 0.0165 30.1557
Si 2.7374 2.7291 30.1453
Si 8.185 2.7526 30.1338
Si -0.0268 5.4753 30.1381
Si 5.4775 5.4572 30.145
Si 2.7164 8.211 30.1217
Si 8.204 8.1802 30.1548
Si 1.3759 1.3576 31.5233
Si 6.8212 1.3819 31.4929
Si 4.1115 4.0905 31.5143
Si 9.5575 4.1037 31.51
Si 1.3483 6.8514 31.4821
Si 6.8446 6.8152 31.5293
Si 4.0711 9.5725 31.5137
Si 9.5784 9.5536 31.5179
Si 2.7372 -0.0025 0.7127
Si 8.1948 0.0109 0.6496
Si -0.0069 2.7338 0.6776
Si 5.4798 2.7288 0.6952
Si 2.7271 5.4944 0.6388
Si 8.2111 5.4503 0.7086
Si 0.0148 8.1938 0.6908
Si 5.4644 8.2094 0.6735
Si 4.1291 1.36 2.0727
Si 9.5599 1.3518 2.0392
Si 1.3789 4.1301 2.0053
Si 6.848 4.0783 2.0776
Si 4.1011 6.8275 2.0328
Si 9.5793 6.839 2.0522
Si 1.3818 9.5485 2.071
Si 6.8229 9.6084 2.0245
Si -0.0174 -0.0339 3.3877
Si 5.5013 0.0058 3.4832
Si 2.7722 2.8005 3.3471
Si 8.1905 2.6747 3.457
Si 0.0268 5.4728 3.4071
Si 5.4635 5.4587 3.3978
Si 2.7954 8.2086 3.4466
Si 8.1918 8.2394 3.3443
Si 1.3863 1.4081 4.6399
Si 6.8551 1.3316 4.9071
Si 4.1503 4.0781 4.7993
Si 9.5892 4.0792 4.7495
Si 1.4338 6.8084 4.778
Si 6.7982 6.9191 4.6962
Si 4.162 9.563 4.8558
Si 9.5202 9.5576 4.7719
Si 2.7624 0.1095 6.0453
Si 8.2116 -0.0753 6.2851
Si 0.024 2.6956 6.0743
Si 5.489 2.7163 6.2751
Si 2.811 5.4763 6.1625
Si 8.0937 5.4474 5.9643
Si 0.0806 8.2437 6.0372
Si 5.5557 8.2002 6.2775
Si 3.8602 1.5617 7.5914
Si 9.8376 1.1397 7.4524
Si 1.6463 3.8167 7.3349
Si 6.6259 4.4079 7.4842
Si 4.3783 6.6107 7.5461
As 9.4287 6.9081 7.3326
Si 1.1591 9.9365 7.2873
Si 7.2045 9.2018 7.6993
O 8.4197 8.1498 8.1423
O 2.7448 2.7318 7.9082
O 9.5165 1.3497 24.2487
O 4.0473 6.8661 24.1213
O 0.0336 0.0259 7.9494
O 5.4831 5.4759 8.0453
O 6.8408 9.5727 24.1874
O 1.3631 4.0643 24.159
O 3.7787 7.3187 8.9366
O 0.9665 4.3912 8.7009
O 9.758 5.9466 8.845
O 2.1243 9.3787 8.4843
O 7.4916 3.9213 8.7981
O 4.271 0.926 9.071
O 6.6732 9.5774 9.2163
O 9.21 1.8642 8.7969
O 7.7004 3.1515 23.5162
O 10.4848 5.8406 23.4402
O 5.0831 0.4431 23.4042
O 5.8572 5.0946 23.3546
O 3.0949 2.2102 23.2698
O 2.3 8.7174 23.2147
O 8.6154 7.7586 23.3923
O 0.2444 10.3337 23.5938
Si 4.3827 1.5742 22.4681
Si 3.4963 7.9299 14.0296
Si 7.1225 0.9568 14.6735
Si 0.944 9.3533 22.5194
Si 1.2022 4.3048 11.9248
Si 6.2732 8.9648 15.3163
Si 0.6704 1.368 12.3094
Si 8.6211 4.9562 20.5117
Si 0.3241 5.6874 9.4187
Si 5.103 3.1239 17.9479
Si 0.8821 3.7397 16.7543
Si 10.4035 2.8531 19.2361
Si 5.2834 1.1801 10.3513
Si 0.8815 0.1785 19.8459
Si 6.6387 9.4617 10.8597
Si 9.3363 9.6801 18.3189
Si 9.3904 9.2466 12.5586
Si 6.5647 3.847 22.5836
Si 2.3905 8.0649 9.3828
Si 10.5868 7.3683 17.0749
Si 2.5083 6.2906 16.5764
Si 10.1811 4.4866 14.2056
Si 6.1356 9.1886 18.5122
Si 7.9661 2.5738 9.5777
Si 8.8734 2.1535 12.4523
Si 5.3346 6.2477 18.0693
Si 3.9196 0.5595 19.4691
Si 4.2997 3.835 12.0609
Si 5.5522 6.6007 12.1385
Si 8.0123 2.5095 17.221
Si 4.3656 2.4747 14.9768
Si 1.5356 1.2092 15.2667
Si 1.5702 9.4158 12.0477
Si 8.0593 6.8528 13.8668
Si 10.3792 9.8339 15.4811
Si 9.8016 7.0155 22.5513
Si 8.1024 5.4884 17.4091
O 6.049 7.9565 11.2854
O 6.0191 9.2079 16.8941
O 7.6719 1.3799 13.2029
O 0.8727 1.7391 13.8833
O 9.4248 6.2554 16.8844
O 6.7689 6.2024 13.1387
O 5.1348 4.6623 18.6136
O 9.2309 2.1717 18.2758
O 2.3632 0.1022 19.0791
O 9.4051 10.2292 16.7573
O 2.8072 4.4278 11.7445
O 5.0626 10.3261 19.1029
O 9.4252 3.254 13.4872
O 0.451 1.7662 19.9675
O 3.147 1.3689 15.0589
O 8.1616 5.3763 19.022
O 3.886 6.5936 17.397
O 4.5732 3.2833 16.394
O 9.0794 5.6761 14.3164
O 5.4431 2.7628 22.1318
O 10.652 4.1257 15.7081
O 0.3534 3.8693 18.2941
O 10.423 10.5221 19.2079
O 9.6489 10.0255 14.0186
O 10.9028 8.122 22.0926
O 1.1965 2.1562 16.5434
O 9.732 3.7576 20.4218
O 8.1159 4.0379 16.679
O -0.0404 9.103 11.8993
O 6.5856 2.4153 18.0123
O 5.5808 10.7193 11.2073
O 7.7476 9.5947 18.8404
O 10.0213 1.0318 12.0598
O 1.1756 7.0316 9.1015
O 0.651 4.7486 13.4007
O 5.6997 7.6282 18.9821
O 5.2508 5.0836 11.521
O 2.7215 6.9868 15.1181
O 0.9195 2.748 11.4906
O 0.8621 10.6785 15.5571
O 2.4088 8.5983 10.9112
O 4.7084 2.4303 11.2746
O 4.2911 3.5031 13.6893
O 2.1917 4.6828 16.478
O 10.699 8.2457 15.6928
O 6.9452 10.2873 14.6674
O 2.3448 8.9499 13.4259
O 8.0399 1.5251 15.9129
O 4.136 6.9944 12.8571
O 4.1771 2.0147 18.7313
O 7.2862 4.42 21.2583
O 8.403 2.9313 11.1022
O 1.1764 6.8644 17.3557
O 5.6498 1.5496 14.7947
O 8.1297 9.7565 11.5749
O 9.1967 6.2941 21.232
O 8.957 7.7177 12.8476
O 1.6482 0.1227 11.8932
O 6.6396 6.1575 17.0649
O 7.4037 7.8004 15.0416
O 1.2059 10.2929 21.221
O 10.0316 8.2031 18.3533
O 3.9452 0.8484 21.0826
O 0.3635 5.3474 10.9931
O 6.7012 1.5656 9.6402
O 4.7848 8.7088 14.6783

Results
free energy: -139958.556 eV
free energy less fixed offsets of As -4856.12, O -568.88, Si -635.61 eV per atom: -2.716 eV

Forces (eV/angstrom), in the order of the atoms: element, x, y, z
Si 0.0467 -0.0545 -0.1802
Si -0.0319 0.0459 -0.2272
Si 0.0341 -0.0412 -0.2163
Si -0.0549 0.0457 -0.2268
Si -0.0253 0.028 -0.2273
Si 0.0232 -0.0293 -0.2116
Si -0.0308 0.0213 -0.2093
Si 0.0496 -0.0459 -0.2112
Si 0.0015 0.0207 0.0134
Si 0.0148 -0.0162 0.0565
Si -0.0111 0.0061 0.0382
Si 0.0107 0.0009 0.0311
Si 0.0149 0.0097 0.0426
Si 0.0009 0.0153 0.0165
Si 0.0017 -0.0035 0.0211
Si -0.0285 0.0025 0.0511
Si -0.0063 -0.0027 -0.0752
Si -0.0169 -0.0156 0.1085
Si 0.009 0.0016 0.082
Si -0.0031 -0.0056 -0.0683
Si 0.0015 0.0066 0.0194
Si -0.0025 -0.0137 -0.0702
Si 0.0074 -0.0121 -0.0664
Si -0.0161 -0.0192 0.0501
Si 0.0197 0.0034 0.07
Si -0.0355 -0.0033 -0.1314
Si -0.0114 -0.0576 -0.0935
Si 0.0106 -0.0174 0.0721
Si -0.0124 0.0059 -0.0596
Si -0.0033 0.0325 0.0566
Si -0.0306 0.0041 0.0703
Si 0.1047 0.0311 -0.1484
Si 0.0373 -0.0169 0.0134
Si -0.0421 0.0435 0.024
Si -0.0102 -0.0033 0.0079
Si -0.0154 0.0105 0.0037
Si 0.0064 0.0077 0.0091
Si 0.0124 -0.0102 0.0055
Si 0.0061 0.0163 -0.0085
Si -0.0054 -0.0189 0.0272
Si 0.0093 -0.0143 0.0063
Si -0.0046 0.0194 -0.0054
Si 0.0121 -0.0131 -0.0017
Si -0.026 -0.0138 0.0217
Si -0.007 0.0146 -0.02
Si -0.002 -0.0071 0.012
Si -0.0174 -0.018 0.0291
Si 0.0187 0.0085 -0.0054
Si 0.001 0.0283 0.0186
Si -0.0087 0.0152 -0.0385
Si 0.0471 -0.0153 -0.0115
Si -0.0108 -0.0105 0.0066
Si 0.0173 -0.0246 -0.0347
Si -0.0129 -0.0008 0.0057
Si -0.006 0.0067 -0.0031
Si 0.0023 0.0135 -0.0269
Si 0.0251 -0.0189 -0.0291
Si -0.0249 -0.0046 0.0104
Si -0.0309 -0.0047 -0.0458
Si 0.0398 -0.0299 -0.0313
Si 0.0031 0.0105 -0.0097
Si 0.0344 -0.04 -0.0486
Si 0.0358 -0.0445 -0.0338
Si -0.0619 0.0472 -0.0163
Si 0.2303 0.1269 0.0706
Si -0.0561 0.0023 -0.1426
Si -0.0607 -0.1607 0.1158
Si -0.0451 0.1175 -0.0525
Si -0.0992 0.0266 0.009
Si 0.0465 -0.0666 0.013
Si -0.0666 0.1089 -0.0615
Si 0.0644 -0.0854 0.0572
Si -0.0092 0.0217 -0.0609
Si 0.0341 -0.0092 0.1052
Si 0.0332 0.0033 -0.0196
Si 0.1631 -0.0156 0.009
Si 0.0623 -0.203 -0.0244
Si -0.0634 0.1088 -0.0297
Si 0.0353 -0.0097 0.133
Si -0.1893 0.0226 -0.0474
Si -0.0001 0.053 -0.0969
Si -0.0684 0.0057 -0.0145
Si 0.0513 -0.0658 0.0103
Si -0.0445 -0.0015 -0.0502
Si 0.0142 -0.0496 0.0269
Si -0.0268 -0.025 0.1316
Si 0.1295 0.1613 0.2267
Si -0.0664 0.0325 -0.087
Si 0.0006 -0.0715 0.3236
Si -0.026 0.1421 0.2587
Si 0.0714 -0.1119 0.1049
Si -0.1446 -0.1453 0.4252
Si -0.0658 0.0999 0.297
As -0.3957 0.0615 0.6143
Si 0.0626 0.1747 0.3277
Si -0.3238 0.288 0.3351
O 0.5275 -0.7046 -0.4521
O -0.0319 0.0233 -0.0659
O -0.0018 0.0085 0.1205
O -0.0019 0.005 0.0979
O 0.0721 -0.111 -0.0981
O 0.1497 -0.0245 -0.1428
O -0.0021 0.0005 0.1135
O -0.0075 0.0002 0.1112
O 0.0432 -0.0652 -0.2342
O -0.0844 0.0647 -0.1695
O -0.4612 0.5673 -0.7977
O -0.1337 0.1209 -0.2893
O -0.0429 0.2 -0.3174
O -0.0909 0.0394 -0.3245
O 0.2371 -0.1561 -0.5099
O 0.1013 -0.0889 -0.2425
O 0.0945 -0.0741 0.2111
O 0.0864 -0.0939 0.2282
O 0.0731 -0.1036 0.2228
O -0.079 0.0935 0.2206
O -0.0885 0.0738 0.2174
O 0.0893 -0.0728 0.22
O -0.0909 0.0697 0.2008
O -0.0869 0.1048 0.2187
Si 0.0006 -0.0151 -0.3416
Si 0.0249 -0.0216 0.2723
Si -0.0326 -0.0122 0.2295
Si -0.0211 0.0268 -0.3476
Si 0.1131 -0.2061 0.4348
Si -0.0067 0.019 0.1542
Si -0.0046 -0.0088 0.2911
Si 0.0495 -0.0494 -0.2111
Si 0.6909 -0.123 0.5318
Si 0.0171 0.0169 0.0297
Si 0.0465 0.0084 0.0973
Si 0.003 -0.0186 -0.0771
Si 0.0153 0.0548 0.4133
Si -0.0358 0.0607 -0.1762
Si 0.015 -0.0503 0.5853
Si -0.0246 -0.0191 0.011
Si 0.0341 0.0104 0.3728
Si 0.0118 -0.0169 -0.3193
Si 0.1389 -0.0138 0.5096
Si 0.0079 -0.0174 0.0635
Si 0.005 -0.0157 0.1263
Si -0.0434 0.0254 0.2731
Si 0.0098 -0.0145 0.0175
Si -0.047 -0.1497 0.4814
Si 0.0126 -0.0731 0.3815
Si -0.0096 0.0036 0.0025
Si 0.0204 -0.0224 -0.1801
Si 0.0045 0.0427 0.3221
Si -0.0429 -0.0602 0.3064
Si -0.0069 0.021 0.0677
Si 0.0103 -0.0448 0.2211
Si 0.0308 -0.0176 0.1994
Si -0.0293 0.0673 0.3623
Si -0.0074 0.0044 0.2501
Si 0.0247 -0.028 0.198
Si -0.0162 -0.001 -0.3175
Si -0.0199 0.0112 -0.0061
O 0.0531 0.1379 -0.1987
O 0.0043 -0.0042 -0.0823
O 0.0648 0.0511 -0.1905
O -0.0366 0.0145 -0.2088
O 0.0001 -0.0048 -0.0238
O -0.0655 0.0037 -0.1322
O 0.0024 -0.0118 0.0049
O 0.0061 0.0012 0.0067
O -0.009 -0.003 0.0475
O 0.0152 0.0072 -0.0656
O -0.0787 0.0392 -0.1127
O -0.0204 0.0235 0.0301
O -0.026 -0.0508 -0.1434
O 0.0132 -0.0159 0.044
O -0.0021 0.0063 -0.0643
O 0.0104 -0.0086 0.0861
O -0.0186 0.0021 -0.032
O -0.0164 -0.0183 -0.0893
O 0.003 0.0003 -0.081
O 0.0064 0.01 0.1069
O -0.042 0.018 -0.1414
O -0.0051 -0.0023 -0.0082
O 0.0309 0.006 0.0391
O -0.0364 -0.0183 -0.1951
O 0.0022 -0.0029 0.1075
O -0.0015 -0.0227 -0.0578
O -0.0336 0.0405 0.0729
O 0.0083 -0.0043 -0.024
O 0.0442 -0.0206 -0.1342
O 0.0035 -0.0034 -0.0128
O -0.0002 0.0231 -0.1717
O 0.004 0.0028 0.0018
O -0.0073 0.0072 -0.1118
O -0.2379 -0.06 -0.2201
O 0.0764 0.0007 -0.2168
O 0.0044 0.0056 0.0059
O -0.0067 -0.028 -0.1117
O 0.0271 0.0518 -0.1347
O 0.0018 0.0774 -0.1336
O 0.001 0.0152 -0.0665
O 0.0147 -0.107 -0.3368
O 0.0418 -0.1312 -0.1951
O -0.0126 0.0689 -0.2356
O -0.0099 -0.0099 -0.0351
O -0.0073 0.033 -0.0727
O 0.0175 0.0167 -0.0733
O -0.069 0.0475 -0.1785
O -0.0105 -0.031 -0.1003
O 0.0591 -0.0414 -0.1574
O -0.0113 -0.0202 0.0336
O -0.074 -0.0397 0.1609
O -0.0503 0.0679 -0.3252
O 0.0025 0.0028 -0.0271
O 0.002 -0.0019 -0.0704
O -0.1216 0.0099 -0.2125
O 0.0407 0.0776 0.1583
O 0.0346 0.0472 -0.1358
O 0.0159 -0.0277 -0.1081
O 0.0168 -0.0003 -0.0161
O 0.0355 -0.0445 -0.0997
O 0.0066 -0.0898 0.2037
O 0.0022 0.0029 -0.0035
O 0.0244 0.0507 0.2193
O -0.2117 0.1851 -0.4094
O 0.0555 0.0239 -0.1673
O -0.0434 -0.0195 -0.0911

The program warned: the cutoff lies below the one the program advises for these potential files; the exchange-correlation potential is rough where the density is thin.
